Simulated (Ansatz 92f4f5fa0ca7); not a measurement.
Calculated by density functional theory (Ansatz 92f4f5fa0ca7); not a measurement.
Periodic cell of 140 atoms, Si84O56, from a study of silicon, its oxide and their interface. The atomic structure is a simulated model.

Settings: functional r2SCAN; potential files Ansatz norm-conserving; basis plane waves; wave-function cutoff 1300 eV; density cutoff ratio 4; exchange-correlation grid ratio 1; k mesh 2 x 2 x 1, shifted by 0.5 0.5 0.5 of a step; self-consistency stop 5e-08 eV per atom in the density residual; occupations Fermi-Dirac, 0.05 eV; spin none; net charge 0.

Cell vectors (angstrom)
a 10.88 0 0
b 0 10.88 0
c 0 0 20.2754

Atoms and the computed forces on them: element, x, y, z (angstrom), force x, y, z (eV/angstrom)
Si -0.0055 -0.1874 0.2429 -0.3466 1.3754 -0.0971
Si 2.86 2.3654 0.8118 0.8186 1.6381 -3.0536
Si -0.2818 6.0579 -0.0534 -1.6581 0.175 -2.2668
Si 3.2002 7.0196 0.0508 1.9785 1.7815 -1.2675
Si 6.2651 -0.6904 -0.2718 -0.0218 0.055 0.3218
Si 7.6009 3.03 0.0431 -0.8587 1.0666 -2.9959
Si 5.4453 5.0657 0.6436 0.9428 -1.0554 1.9382
Si 7.9318 7.6407 -0.1372 3.0786 2 -1.5361
Si 0.9866 1.231 1.8789 1.827 -0.4587 -0.5954
Si 3.869 4.4738 2.2238 0.814 -3.2992 -1.5949
Si 1.2216 7.0892 1.6767 1.5258 -2.3507 -3.8251
Si 3.948 9.7128 0.9931 0.5585 -1.29 -0.3785
Si 6.6772 1.4071 1.2858 0.9197 -2.3524 -0.3362
Si 9.3831 4.1299 1.0639 2.203 -0.017 -0.9605
Si 7.0236 6.4258 1.5098 -0.6201 1.1585 2.0509
Si 9.3799 9.2153 1.131 -0.5016 -0.4092 1.9639
Si -0.3651 2.9352 2.8636 1.3435 -0.647 0.0756
Si 2.7177 -0.2096 2.8709 -0.3164 0.7889 0.2111
Si 0.0107 8.2753 2.9032 -3.5714 1.6364 1.149
Si 2.2238 5.7313 3.1217 0.1856 -2.2143 1.9444
Si 5.6872 2.9165 2.6798 -0.8888 -0.1599 2.7407
Si 8.0524 -0.1336 2.585 1.2172 0.9883 0.0037
Si 5.3009 8.265 2.141 0.8988 -1.1041 2.2016
Si 8.8773 5.1454 2.9268 -2.9191 1.3063 0.639
Si 1.2044 3.7804 4.6504 -0.4848 1.944 -1.7035
Si 4.3969 1.2148 3.9607 -2.8649 2.745 -1.6261
Si 1.0548 9.5818 4.3579 3.1807 0.7573 0.6625
Si 4.0993 6.9044 3.9418 0.9411 -0.1686 -0.7072
Si 7.4382 3.9331 4.3819 -1.6826 -0.5197 -0.784
Si 9.4819 1.3165 4.2118 -0.1986 -0.6335 0.1482
Si 6.6664 9.5174 3.9112 -0.1387 -0.8552 0.2341
Si 9.6294 6.6719 4.3906 -0.0328 2.076 -2.4133
Si 0.2608 0.3943 5.8261 -1.2559 -1.9072 -1.4179
Si 2.9796 2.5092 5.6257 0.5388 0.8151 -0.0965
Si -0.1809 5.4473 5.7775 2.6463 -2.3044 1.2567
Si 2.8535 8.1832 5.3173 -1.7853 0.8215 2.1164
Si 5.4692 0.1155 5.368 2.2968 -3.0544 3.3159
Si 8.3388 2.3591 6.0036 -2.5241 -0.5071 -1.3054
Si 5.6716 5.3829 5.1583 0.1651 0.8687 1.2243
Si 8.1341 8.1482 5.3057 -0.0627 1.7404 0.1509
Si 1.8136 1.2783 7.2732 0.7065 0.2343 0.3682
Si 4.3216 4.2885 6.8468 -0.8059 -1.3398 0.2998
Si 1.2251 6.908 6.8779 1.7751 0.2324 -0.53
Si 4.3322 9.4429 6.8194 -0.4318 0.7194 -2.2819
Si 6.4174 1.0784 7.4293 2.0322 0.5312 -2.4295
Si 9.5572 3.8758 7.0319 -1.1 2.3753 0.0432
Si 6.838 7.0542 6.8294 -0.432 -2.2405 -0.4778
Si 9.5577 9.5982 6.7294 0.423 0.0965 0.5704
Si -0.1135 2.4045 8.0791 0.21 -2.6608 2.5934
Si 3.3515 -0.2986 8.5072 -1.1525 0.1959 1.1581
Si -0.3083 7.8653 8.2545 -1.544 0.7187 -1.014
Si 2.7223 5.6383 8.1619 -3.9455 -3.3901 -3.1167
Si 5.3244 2.5241 8.7629 -0.1344 3.4207 -1.1055
Si 8.1865 -0.076 8.3485 0.0583 -1.1944 -0.7316
Si 5.3753 8.1048 8.2844 0.7693 -0.9301 0.4882
Si 8.0538 5.3541 8.1479 0.0431 -0.3833 1.381
Si 0.2555 3.9451 9.7421 0.8357 2.594 3.2276
Si 4.7735 1.0697 10.3635 0.1568 -1.2626 -3.9566
Si 0.8886 9.1788 9.5944 0.0897 1.1962 0.6125
Si 4.1452 6.3447 9.4644 2.9396 4.1969 4.4363
Si 6.6066 4.3437 9.8051 -0.8062 0.989 1.7614
Si 9.6298 0.7916 10.004 2.4898 -0.6625 -2.7825
Si 7.5015 8.775 9.2664 -0.5443 -1.0226 -1.5435
Si 8.9037 6.9003 9.7808 1.7516 0.3002 -1.9808
Si 4.6538 -1.2922 13.4113 -1.2549 -0.1653 1.1544
Si 7.5705 3.4704 15.5822 0.6387 -3.5897 -0.2822
Si 2.5229 7.8782 12.0981 -5.0454 0.3712 -6.8288
Si 9.0757 5.6304 15.2588 2.1213 5.1344 -2.122
Si 8.8954 0.9849 15.6728 -0.3554 1.0523 0.8315
Si -1.7991 0.685 12.8652 -0.5711 0.9101 4.3394
Si 6.4518 4.8636 12.9241 -0.3277 -4.9169 -1.1016
Si -1.394 9.3191 14.267 2.8941 2.0206 2.1367
Si 3.5732 4.0124 14.045 -3.6446 -4.8768 0.8195
Si 15.669 3.5881 16.5865 -0.3509 -0.0518 5.811
Si -0.1604 6.1078 12.3151 -0.1219 -0.7441 -2.355
Si 6.7062 10.3591 11.6683 0.777 -1.7821 -3.6869
Si 2.9087 12.1582 12.9694 -0.0751 -1.3855 -0.7019
Si 1.2041 3.9996 18.6049 -3.3317 0.2722 0.9491
Si 9.5278 2.0674 18.4682 1.2094 -0.163 2.7118
Si 2.108 9.4096 18.4234 -1.0804 -1.8251 2.6362
Si 14.9954 0.8418 18.5035 5.6619 3.373 0.8326
Si 0.327 7.6761 16.2364 5.5776 1.2193 -0.3595
Si 2.4789 16.2626 16.244 -0.5457 -3.4467 0.6854
Si 7.0021 7.538 14.1051 -0.4697 4.0859 -0.9182
O 1.1621 -1.1111 -0.465 0.6431 0.495 -1.9833
O 0.6414 5.8837 -1.4567 0.9185 -3.5048 2.2123
O 7.2508 3.9005 -6.1936 -1.2774 1.877 -1.9647
O 2.1372 3.1508 -0.6483 0.6522 0.9783 0.3514
O -1.8033 6.6962 -1.0271 0.5665 0.7701 2.5919
O 2.88 7.9579 -1.3042 0.1544 1.0449 -0.3223
O 4.6921 5.9872 -0.3308 -5.2244 4.667 -2.6187
O 7.4517 -1.714 -0.9898 -1.033 -2.0542 2.1829
O -2.2962 -0.6022 -4.8115 2.4843 -1.0945 -1.1879
O 8.0022 2.7293 -1.6175 1.8349 -1.1163 1.6667
O 9.93 0.9996 -0.4749 -0.4972 -0.1973 -2.1694
O 6.3751 4.1471 -0.2989 0.8885 -1.9069 0.1635
O 9.6299 5.742 -6.6908 1.3583 0.3309 0.5156
O 5.7703 10.8394 -1.6294 -4.1694 1.6865 -2.0788
O 1.3366 4.5014 8.6846 1.9579 1.3665 0.7211
O 7.5408 -0.277 13.0107 2.1012 4.362 -1.3346
O 3.9946 1.6207 11.5512 -1.4041 0.4591 3.5748
O 2.3387 -1.5936 8.8618 0.6923 1.8094 -1.4223
O 1.448 8.8502 10.9937 1.9048 -1.7381 5.1122
O 0.0155 10.5604 9.9248 -1.3292 1.4813 0.0587
O 5.5269 5.7301 10.1242 0.2654 -2.3687 -0.2697
O 0.2105 4.6908 11.3392 0.1018 -0.6407 -0.8538
O 7.1588 4.0937 11.5879 -1.8784 2.1157 -1.5524
O 7.6512 6.53 15.1491 1.0739 -1.0949 1.8566
O 9.4131 1.4385 11.5268 -0.3554 -0.1804 -1.9466
O 7.5274 9.2107 10.7726 -0.0298 2.1634 3.8799
O 10.1741 6.8876 10.8897 -2.098 -0.2104 2.0618
O 11.9865 7.0846 12.6771 1.4527 -1.5693 0.2893
O 3.8692 5.1024 17.116 0.7917 -1.2136 -1.3005
O 4.7817 4.0989 13.0449 3.3974 2.856 -0.0951
O 3.3873 7.3644 10.6304 0.0014 -1.3913 2.8701
O 3.2001 -2.1532 13.2105 2.0184 0.0958 0.6877
O 8.3789 8.4368 13.5798 -1.7237 -2.744 0.5292
O 1.1569 8.7962 17.3035 -2.8372 0.0663 -1.4574
O 10.6094 3.2198 18.928 0.1791 0.4581 -1.4253
O -1.0987 1.301 17.0723 -0.5425 -0.2281 -1.4414
O 5.732 8.8007 14.389 2.118 -3.0712 -0.0239
O -3.3655 1.8202 15.9371 0.437 1.8456 -0.6482
O -4.4599 4.0149 16.4813 -4.5135 0.6766 1.2628
O 2.839 -0.0052 17.9747 0.2896 -1.7617 0.7544
O 6.4524 6.4864 12.9972 -0.4562 -0.8483 -0.3129
O 3.6583 3.2413 15.5733 1.8585 -0.2959 -4.0057
O 2.5453 5.0915 14.578 0.0034 2.2883 0.8929
O 1.9106 6.8356 16.2994 -3.0625 1.0346 -0.5686
O 10.186 10.5 13.3063 -0.9635 -2.5803 -0.0926
O 5.4506 20.254 11.9547 -1.5369 2.1109 1.0519
O 11.0054 -2.2688 14.8016 -3.2094 -0.6198 2.044
O 9.0389 4.1834 15.8249 -1.0831 -1.2246 0.9408
O 4.5469 2.2248 17.5945 0.0757 -0.0575 -0.5836
O 2.5303 13.6816 13.4633 1.9273 0.6554 -0.4768
O 10.0634 6.5446 16.3336 -0.8518 -0.2767 -1.3645
O 6.4532 11.5898 10.4241 -1.2734 -1.9611 3.895
O -1.5244 12.6352 14.2473 -0.9742 -2.2605 -1.3025
O 4.3444 1.6475 19.9941 -3.8503 -0.6782 1.2589
O 4.1478 11.0345 13.9974 0.5439 -0.1141 -1.7892
O 12.1521 4.0199 17.0191 3.0501 2.6597 -1.7686

Results
free energy: -35831.723 eV
free energy less fixed offsets of O -463.61, Si -117.95 eV per atom: 38.237 eV
pressure: -4.93 GPa
stress xx, yy, zz, yz, xz, xy (GPa, positive in tension): 6.31, 4.73, 3.74, -0.52, -0.25, -0.53

The program warned: the forces do not sum to zero within the program's tolerance.
